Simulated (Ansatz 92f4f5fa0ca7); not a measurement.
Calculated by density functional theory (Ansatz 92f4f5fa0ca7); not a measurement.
Periodic cell of 273 atoms, Si162O105P6, from a study of silicon, its oxide and their interface. The atomic structure is a simulated model.

Settings: functional PBE; potential files Ansatz PAW; basis plane waves; wave-function cutoff 700 eV; density cutoff ratio 5; exchange-correlation grid ratio 1; k mesh 2 x 2 x 1, shifted by 0.5 0.5 0.5 of a step; self-consistency stop 5e-08 eV per atom in the density residual; occupations fixed; spin none; net charge 0.

Cell vectors (angstrom)
a	11.6015	0	0
b	0	13.3963	0
c	0	0	30.8395

Atoms: element, x, y, z (angstrom)
P	11.5987	-0.1001	24.0742
Si	3.6912	-0.1664	24.1176
Si	7.8323	-0.0961	23.977
Si	1.9746	3.1111	24.3127
Si	5.958	3.399	24.1923
Si	9.907	3.2763	24.0815
P	11.6222	6.5962	24.0328
Si	3.986	6.5823	24.0349
P	7.8221	6.6162	24.0522
Si	1.8574	9.8756	24.1143
Si	5.8381	10.0313	24.091
Si	9.7173	9.7822	24.1516
Si	11.64	1.9978	25.089
Si	4.0114	2.134	24.908
Si	7.886	2.166	24.7779
Si	1.9188	5.4826	24.8297
Si	5.9555	5.6072	25.0292
Si	9.7449	5.5559	24.9211
Si	11.6296	8.6775	24.9984
Si	3.8886	8.8582	24.8095
Si	7.7263	8.7639	24.9191
Si	1.7817	12.1535	24.9971
Si	5.812	12.2621	24.8434
Si	9.7483	12.1431	24.8547
Si	11.6142	2.1565	27.4025
Si	3.9301	2.1589	27.2831
Si	7.7869	2.1845	27.2031
Si	1.9737	5.5153	27.2255
Si	5.8336	5.5608	27.3587
Si	9.697	5.526	27.2837
Si	11.6107	8.851	27.3403
Si	3.8756	8.8774	27.2247
Si	7.7248	8.8906	27.2857
Si	1.9054	12.1939	27.3398
Si	5.7982	12.2693	27.2406
Si	9.6556	12.2029	27.2466
Si	1.9762	1.0517	28.088
Si	5.8594	1.0845	28.0721
Si	9.6632	1.0439	28.0848
Si	11.6388	4.4268	28.0745
Si	3.8926	4.4112	28.0618
Si	7.7626	4.4111	28.0697
Si	1.96	7.7445	28.069
Si	5.7986	7.797	28.0917
Si	9.657	7.7627	28.0836
Si	11.5733	11.0962	28.0951
Si	3.8819	11.1133	28.0523
Si	7.7126	11.1296	28.0576
Si	1.9336	1.1164	30.4446
Si	5.8008	1.1164	30.4446
Si	9.6679	1.1164	30.4446
Si	0	4.4654	30.4446
Si	3.8672	4.4654	30.4446
Si	7.7343	4.4654	30.4446
Si	1.9336	7.8145	30.4446
Si	5.8008	7.8145	30.4446
Si	9.6679	7.8145	30.4446
Si	0	11.1635	30.4446
Si	3.8672	11.1635	30.4446
Si	7.7343	11.1635	30.4446
Si	0	0	0.3944
Si	3.8672	0	0.3944
Si	7.7343	0	0.3944
Si	1.9336	3.3491	0.3944
Si	5.8008	3.3491	0.3944
Si	9.6679	3.3491	0.3944
Si	0	6.6981	0.3944
Si	3.8672	6.6981	0.3944
Si	7.7343	6.6981	0.3944
Si	1.9336	10.0472	0.3944
Si	5.8008	10.0472	0.3944
Si	9.6679	10.0472	0.3944
Si	11.5828	0.0688	2.7278
Si	3.898	0.0513	2.7481
Si	7.7046	0.0675	2.7591
Si	1.9414	3.41	2.7437
Si	5.769	3.4031	2.7708
Si	9.6235	3.43	2.764
Si	11.5646	6.6942	2.7617
Si	3.8643	6.7434	2.7735
Si	7.7179	6.7637	2.8154
Si	1.9302	10.0464	2.7307
Si	5.8089	10.1015	2.7973
Si	9.6404	10.1027	2.7695
Si	11.5819	2.3316	3.4365
Si	3.8421	2.2751	3.5881
Si	7.6961	2.306	3.5765
Si	1.9253	5.6354	3.5697
Si	5.7822	5.6365	3.5971
Si	9.6271	5.6418	3.6654
Si	11.5756	8.9339	3.4607
Si	3.8711	8.98	3.5712
Si	7.7332	9.006	3.6629
Si	1.9357	12.3119	3.3566
Si	5.8075	12.3344	3.6154
Si	9.6424	12.3694	3.5136
Si	11.5782	2.5093	5.7523
Si	3.877	2.3477	5.977
Si	7.5813	2.3133	5.9615
Si	1.9313	5.5804	5.9422
Si	5.6715	5.6438	5.9801
Si	9.6803	5.6308	6.1002
Si	11.606	8.9451	5.7922
Si	3.8586	9.0573	5.9532
Si	7.7523	9.0862	6.092
Si	1.9284	12.385	5.6514
Si	5.7995	12.5055	6.0135
Si	9.6799	12.4858	5.8682
Si	1.8094	1.1857	6.4935
P	5.737	1.2598	6.8803
Si	9.6667	1.3932	6.6206
P	11.6361	4.5381	6.8246
P	3.8106	4.5084	6.8513
Si	7.5903	4.5225	6.9017
Si	1.9233	7.8847	6.7169
Si	5.772	7.9238	6.775
Si	9.7352	7.9502	6.8595
Si	11.6033	11.23	6.3873
Si	3.8016	11.3591	6.6353
Si	7.7972	11.4435	6.8639
O	1.3216	0.7044	8.0028
O	3.4932	11.505	8.2771
O	7.3277	4.4552	8.5723
O	9.9863	8.1766	8.5228
O	5.7356	7.9219	8.4529
O	1.7855	7.9654	8.3736
O	9.8257	1.7654	8.2318
O	-0.0379	11.0695	8.0184
O	7.9976	11.7277	8.5018
O	5.8804	10.3428	22.4446
O	3.1375	12.9364	22.5443
O	5.9953	3.8103	22.5788
O	1.9293	2.6012	22.7448
O	10.3007	3.2842	22.4518
O	7.9335	-0.1679	22.2962
O	1.6528	9.6978	22.4635
O	4.2666	6.4538	22.39
O	9.7047	9.4677	22.5232
Si	3.0709	9.7181	14.1696
Si	10.7101	7.0708	19.1196
Si	5.4184	12.9341	16.6829
Si	7.3584	5.332	9.9584
Si	8.9977	8.0569	9.8313
Si	8.7872	4.6812	19.4154
Si	2.0549	2.4765	21.1511
Si	11.3768	9.8865	19.0266
Si	3.5372	0.0912	11.3069
Si	5.2415	2.3987	15.5405
Si	10.7727	12.1379	16.9743
Si	8.0913	3.0404	16.9023
Si	4.1859	6.9951	20.845
Si	6.0491	1.4054	12.6402
Si	6.6976	8.7319	19.7583
Si	11.5849	11.0284	9.6193
Si	8.2219	0.7597	20.9775
Si	3.976	4.1842	19.678
Si	8.4366	3.2075	11.7944
Si	0.1825	6.3202	14.2761
Si	3.1259	8.8315	17.06
Si	8.7015	11.9656	9.9551
Si	4.0137	10.8613	9.6828
Si	10.0444	1.4346	9.8053
Si	5.4506	6.7345	11.753
Si	1.4643	0.5589	16.4641
Si	5.8922	10.654	14.7758
Si	1.703	12.5909	13.6857
Si	8.1872	0.0925	17.9997
Si	1.2776	6.311	17.1962
Si	6.1892	8.8877	9.7022
Si	1.8193	8.6215	9.8614
Si	7.4537	6.9128	14.2266
Si	6.2727	8.4479	16.7213
Si	2.3077	9.3958	20.9976
Si	1.2497	0.4391	9.591
Si	9.4236	4.3621	14.4741
Si	7.6939	12.1304	12.7968
Si	9.7935	8.4526	12.914
Si	2.8046	3.4633	16.873
Si	10.4602	11.4722	13.8613
Si	9.612	8.9663	20.9958
Si	3.127	11.8485	18.2261
Si	5.2107	10.8567	21.0462
Si	3.4831	-0.281	20.9462
Si	6.6244	3.5597	21.1071
Si	10.5693	2.6314	20.9681
Si	2.4356	7.2002	12.4035
O	10.0225	3.7	19.8554
O	6.6267	2.9905	16.1765
O	9.7981	1.1908	20.8852
O	4.8408	1.0202	16.3299
O	3.7021	10.2417	20.9391
O	11.5247	0.1972	16.8789
O	5.8695	5.6696	10.5673
O	1.8499	2.1124	16.8297
O	7.6915	4.7264	20.6502
O	9.1752	13.5064	10.1094
O	3.9425	3.3903	15.6883
O	2.5008	11.2205	14.0258
O	0.5293	2.3115	20.5958
O	2.7142	3.8701	20.6528
O	2.5326	9.1429	15.5859
O	8.5587	1.6119	17.5371
O	4.6853	12.2671	17.9717
O	2.2978	7.5334	17.6047
O	7.9846	4.1048	18.1243
O	6.978	10.9204	13.6094
O	8.3549	8.1407	13.6283
O	1.746	7.3942	10.9322
O	3.0969	1.2917	20.6701
O	10.5799	11.464	15.4944
O	8.1493	4.684	11.214
O	1.1665	9.7292	19.8828
O	6.8699	13.4871	13.1079
O	10.5979	7.6524	20.6795
O	2.511	13.3805	12.543
O	6.3115	6.5453	13.1253
O	2.7145	0.8729	10.1416
O	5.7217	8.2224	11.1177
O	6.982	8.3332	18.1915
O	5.5441	7.8167	20.4679
O	2.5481	8.7144	13.0135
O	10.2541	9.972	13.2614
O	1.9547	4.8598	16.8204
O	4.7049	9.7326	14.136
O	9.256	3.5325	15.8672
O	5.4698	2.1656	13.9506
O	7.6938	11.7156	11.2159
O	5.2219	12.0306	15.3375
O	11.6249	1.3247	10.1789
O	3.8983	6.5211	12.1783
O	2.7972	7.8562	20.7528
O	4.671	8.3352	16.9903
O	5.0281	12.4988	20.8953
O	3.0022	10.2283	17.9363
O	9.3708	12.4302	17.7104
O	0.9358	12.2867	10.0526
O	10.9065	7.4707	13.5519
O	9.0723	3.3138	13.2801
O	1.5695	6.2219	13.3954
O	6.9805	12.9983	17.0493
O	6.7851	7.2986	15.6752
O	0.4652	6.7304	15.8358
O	7.042	2.3746	11.8018
O	10.9068	8.4814	18.2654
O	10.0528	11.0691	10.1672
O	8.3851	5.6112	14.4797
O	0.3237	6.1253	18.5356
O	2.6752	12.3198	19.7418
O	6.1627	10.2863	19.8461
O	7.8019	9.1681	9.707
O	7.8181	13.4041	19.5906
O	6.613	9.8892	16.0272
O	0.5766	9.6257	10.1634
O	11.5763	11.0556	17.9137
O	4.1188	5.8027	19.7338
O	7.3489	2.1165	21.1233
O	4.8348	0.9853	11.6548
O	2.323	12.7788	17.1812
O	8.238	6.6435	9.617
O	10.9569	4.9034	14.2791
O	9.1962	12.3774	13.3768
O	1.6505	0.2998	14.8751
O	10.1582	10.2172	20.0728
O	3.982	11.984	10.8513
O	8.0824	8.5719	20.5951
O	9.5147	2.595	10.7722
O	0.1952	12.1633	13.23
O	9.7132	8.1847	11.2905
O	5.5513	10.3674	9.5039
O	5.3808	3.4856	20.079
O	9.3588	6.1509	18.9811
O	3.6587	3.5201	18.2446
O	3.1712	9.5186	10.0585

Results
free energy: -167262.431 eV
free energy less fixed offsets of O -569.03, P -756.45, Si -635.61 eV per atom: -6.761 eV

Forces (eV/angstrom), in the order of the atoms: element, x, y, z
P	0.0476	-0.0296	-0.002
Si	-0.0311	-0.02	-0.0418
Si	0.0028	-0.03	-0.068
Si	-0.0693	0.0081	-0.0424
Si	-0.0242	0.015	-0.0528
Si	0.0791	0.0196	-0.0405
P	-0.0143	-0.0355	-0.0564
Si	0.0282	-0.0125	-0.0735
P	-0.0406	-0.0179	-0.0195
Si	-0.0717	0.0086	-0.0543
Si	0.0337	0.0083	-0.0573
Si	0.0248	0.029	-0.0516
Si	-0.0278	0.0063	-0.0241
Si	0.0386	-0.0149	-0.0075
Si	0.0018	-0.0155	0.0439
Si	0.0041	0.0162	-0.0184
Si	0.044	-0.0027	-0.0086
Si	0.021	-0.0093	-0.0188
Si	-0.0012	0.0272	0.0094
Si	0.0057	-0.0132	0.0287
Si	-0.0327	0.0113	-0.0054
Si	-0.0662	-0.0178	-0.0173
Si	-0.0121	0.0481	0.0027
Si	0.0176	-0.0171	-0.0017
Si	-0.0223	0.0107	-0.0062
Si	0.0044	0.0117	-0.0109
Si	0.0127	0.0275	-0.028
Si	0.0263	0.0138	-0.0012
Si	-0.0213	0.0092	-0.0435
Si	-0.0094	-0.0242	0.0189
Si	-0.0006	0.0067	-0.0114
Si	0.0013	0.022	-0.0266
Si	-0.0082	0.0015	-0.0111
Si	0.0221	-0.0032	-0.0078
Si	0.0094	0.0052	-0.0395
Si	-0.0089	0.0119	-0.0086
Si	0.0208	0.0125	-0.0003
Si	-0.0016	0.0089	0.0087
Si	-0.0121	-0.0075	0.0032
Si	-0.0353	-0.0077	0.0113
Si	-0.0175	-0.0053	0.0373
Si	0.0472	-0.008	0.0103
Si	0.0077	-0.0069	0.0023
Si	0.0057	-0.0106	0.0067
Si	0.003	-0.0066	0.0018
Si	-0.0049	0.0025	-0.0114
Si	-0.0205	-0.0017	0.0216
Si	0.033	0.0067	0.0234
Si	0.1201	-0.0894	0.1074
Si	0.1522	-0.0683	-0.1104
Si	-0.1131	-0.1857	0.057
Si	0.089	0.0271	-0.0441
Si	-0.0238	-0.1176	-0.1467
Si	0.0936	-0.1955	-0.0485
Si	0.1361	-0.0809	-0.066
Si	-0.064	0.0503	0.145
Si	-0.0466	-0.0905	0.0694
Si	-0.1027	-0.0732	0.1696
Si	0.0738	-0.0998	-0.1314
Si	-0.0375	-0.0277	-0.13
Si	-0.102	0.1011	-0.3105
Si	0.1334	0.143	-0.136
Si	-0.0861	0.1415	0.0618
Si	0.0985	0.1316	-0.1285
Si	-0.0568	0.087	0.057
Si	-0.1733	0.2204	-0.0206
Si	-0.105	-0.1351	-0.0218
Si	0.0014	0.0885	0.0998
Si	0.0257	0.1387	0.313
Si	0.0368	-0.1022	-0.3119
Si	0.0522	0.0536	0.2823
Si	-0.0876	0.0704	0.0607
Si	-0.0145	-0.0071	0.013
Si	0.0359	-0.0015	-0.0006
Si	-0.0247	0.0159	-0.0099
Si	0.0562	0.0157	-0.0118
Si	-0.0006	0.0096	0.0018
Si	-0.0621	0.0026	-0.0051
Si	0.0315	-0.0058	0.005
Si	-0.048	-0.0044	-0.0032
Si	0.0114	0.0015	-0.036
Si	0.0064	-0.006	0.0104
Si	0.0113	-0.0011	-0.0259
Si	-0.019	0.0042	-0.0009
Si	0.0137	-0.0193	0.0231
Si	-0.0093	0.0081	0.0088
Si	0.0161	-0.0101	0.0053
Si	0.0138	0.0172	-0.0088
Si	0.0291	-0.0118	0.0239
Si	-0.0325	-0.0063	0.0138
Si	-0.0019	-0.0027	0.0179
Si	0.0007	-0.0065	0.0177
Si	0.0058	-0.0189	0.0163
Si	-0.0027	-0.0104	0.0067
Si	0.0019	-0.0031	0.0197
Si	0.0046	-0.0217	0.0167
Si	-0.0118	-0.0587	0.0282
Si	-0.0085	-0.0201	-0.0114
Si	-0.0355	-0.0119	-0.0059
Si	-0.0025	0.0293	0.0076
Si	-0.02	0.0045	0.0202
Si	-0.0171	-0.0021	0.0287
Si	-0.0083	0.0366	0.0179
Si	0.0152	-0.0112	-0.0091
Si	0.0035	0.0234	-0.0257
Si	-0.0264	-0.0025	0.0352
Si	-0.0143	-0.0184	-0.0353
Si	-0.0035	-0.0077	0.0044
Si	-0.0683	-0.0154	0.067
P	-0.0015	0.0184	-0.0029
Si	0.0918	0.0318	0.0396
P	0.0135	0.0334	0.0554
P	0.0134	0.0194	0.0413
Si	-0.0274	0.0141	0.0776
Si	-0.0291	-0.0193	0.0581
Si	-0.0314	0.0079	0.0586
Si	0.054	0	0.05
Si	-0.0028	-0.0168	0.0571
Si	-0.0135	0.0187	0.0499
Si	0.0188	-0.01	0.0472
O	0.0273	-0.0012	0.0034
O	0.0346	-0.028	-0.0011
O	0.0209	-0.0073	-0.0015
O	-0.0414	-0.0103	-0.0165
O	0.0186	0.0046	-0.004
O	0.0159	0.0057	-0.0146
O	-0.0015	-0.0303	-0.0058
O	0.0057	-0.002	-0.0059
O	0.009	-0.0071	-0.0118
O	-0.0248	-0.0054	0.0174
O	0.0597	0.0211	-0.0208
O	0.012	-0.0047	0.0037
O	0.0119	0.0122	0.0132
O	-0.0353	0.0009	0.0077
O	0.0048	0.0337	0.0074
O	0.0364	0.0135	0.0082
O	-0.0337	0.0262	0.0008
O	0.002	0.0041	0.0157
Si	-0.0053	0.0007	0.0019
Si	0.0005	-0.0017	-0.0041
Si	-0.0027	-0.0008	-0.0005
Si	0.0021	0.0019	-0.0014
Si	-0.009	0.0012	0.0048
Si	0	0.0071	-0.004
Si	0.0034	0.008	-0.0099
Si	0.0009	-0.0011	-0.0022
Si	-0.0027	0.0045	-0.0016
Si	-0.0021	0.0058	-0.0017
Si	0.0003	-0.0015	0.0015
Si	0.0017	0.0031	-0.0003
Si	-0.0041	0.0009	-0.0081
Si	-0.0047	0.0031	0.0014
Si	0.0011	0.001	-0.0042
Si	0.0038	0.0008	0.0087
Si	-0.0042	0.0019	-0.0093
Si	-0.0015	-0.0008	-0.0031
Si	-0.0002	0.0031	0.0055
Si	0.0019	-0.0023	0.0044
Si	-0.0027	-0.0002	0.0006
Si	0.0005	0.0002	0.012
Si	0.0124	-0.0022	0.0092
Si	0.0051	-0.0044	0.0173
Si	-0.0002	-0.001	0.0011
Si	-0.001	0.0055	-0.0024
Si	0.0012	-0.0004	-0.0012
Si	0.0028	0.0062	-0.0036
Si	-0.0003	-0.0037	-0.0012
Si	-0.0038	-0.0007	0.0021
Si	0.0056	0.011	0.0048
Si	-0.0001	0.0048	0.0138
Si	-0.0028	-0.0003	0.0037
Si	0.0043	-0.0032	0.0029
Si	0.0007	-0.003	-0.0025
Si	0.0095	0.0024	0.0044
Si	0.0018	-0.0057	0.0033
Si	-0.0014	0.0005	0.0039
Si	-0.0003	0.0017	-0.0019
Si	0.0037	0.0007	-0.0028
Si	-0.0013	-0.0003	0.0001
Si	0.0007	-0.0029	-0.005
Si	0.002	0.0003	0.0056
Si	-0.0011	0.0132	-0.013
Si	0.004	-0.0001	0.0099
Si	-0.0062	-0.0005	-0.0019
Si	0.0071	-0.0054	-0.0158
Si	-0.001	-0.0032	0.0012
O	-0.0179	0.0015	0.0196
O	0.0018	-0.0161	0.0006
O	-0.0239	0.0184	0.0111
O	0.0192	-0.0011	-0.0058
O	0.0139	0.0106	0.008
O	0.0053	-0.0201	-0.0137
O	0.0147	0.0162	0.0067
O	0.0177	-0.0013	-0.0045
O	-0.002	-0.0322	-0.0084
O	0.007	-0.0031	-0.0183
O	-0.0024	-0.0172	0.0164
O	0.0024	-0.0038	-0.0081
O	-0.0018	0.0083	0.0178
O	0.006	-0.028	-0.0133
O	0.0254	0.005	0.0014
O	-0.0182	-0.0038	0.0021
O	-0.008	-0.0015	-0.0182
O	-0.0072	-0.0001	-0.0109
O	0.0192	-0.014	0.0031
O	-0.0052	0.0121	0.0108
O	0.0115	-0.0219	-0.0034
O	0.0155	0.0146	0.0048
O	-0.0178	0.0177	0.0122
O	0.0012	0.0184	-0.0018
O	-0.0101	-0.0154	0
O	-0.0178	-0.0067	0.0065
O	-0.007	0.0012	-0.018
O	-0.0239	0.0318	-0.004
O	0.004	-0.0194	-0.0099
O	0.011	0.0113	-0.0038
O	-0.0081	-0.0264	0.0129
O	0.0041	-0.0201	-0.0173
O	-0.0198	0.0107	0.0038
O	0.0037	0.0134	0.0043
O	0.0092	-0.0113	0.0093
O	-0.0049	0.0059	0.002
O	0.001	-0.0045	0.0091
O	-0.01	0.0198	0.0224
O	-0.0225	0.007	-0.0006
O	0.0095	-0.0114	0.0044
O	0.0164	0.0151	0.0131
O	0.0178	-0.014	0.0114
O	-0.005	-0.0172	-0.0214
O	-0.0047	0.0184	-0.0062
O	0.0118	0.0064	-0.0001
O	0.0038	0.0174	-0.0097
O	-0.0058	-0.0314	-0.0057
O	0.0004	-0.0003	-0.0139
O	0.013	0.0111	-0.0051
O	0.0013	0.005	-0.0084
O	-0.0104	-0.0082	0.0035
O	-0.0058	0.0198	-0.0077
O	-0.0077	0.0214	-0.0022
O	-0.0138	0.0131	0.0067
O	0.0002	0.0169	-0.0077
O	0.0084	-0.0084	-0.0073
O	0.0107	-0.0018	0.0166
O	0.0131	0.0159	0.0174
O	-0.0052	0.019	-0.0145
O	0.0097	-0.0018	-0.0061
O	0.0021	0.0098	-0.0192
O	0.0275	0.001	-0.0121
O	-0.0081	-0.0243	0.0244
O	-0.0061	-0.0398	0.0046
O	0.0126	0.019	-0.0016
O	-0.026	-0.012	-0.0101
O	0.0123	0.0004	-0.0185
O	-0.0203	-0.0041	0.004
O	0.0023	-0.009	0.0194
O	0.0097	0.0006	-0.0066
O	0.0016	-0.0114	0.0169
O	0.0038	0.0035	0.0077
O	-0.0016	0.0025	0.008
O	-0.017	0.0218	0.0038
O	-0.0035	-0.029	-0.0013
O	-0.0118	-0.013	0.0175
O	0.0156	-0.0345	-0.0016
O	-0.0155	0.0147	-0.0154
O	0.0146	0.0086	-0.0058
O	-0.0131	-0.0117	-0.0021
O	0.0076	-0.0055	0.0252
O	-0.0125	0.0057	0.0085
O	-0.0264	-0.0225	0.0072
O	0.0015	0.0186	0.0224
O	0.0075	-0.02	0.0158
O	-0.0186	0.0087	-0.0029
O	-0.0194	0.0043	-0.0105

The program warned: the cutoff lies below the one the program advises for these potential files; the exchange-correlation potential is rough where the density is thin.
